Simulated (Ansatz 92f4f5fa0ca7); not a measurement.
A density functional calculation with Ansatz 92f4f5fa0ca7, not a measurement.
Periodic cell of 258 atoms, Si166O92, from a study of silicon, its oxide and their interface. The atomic structure is a simulated model.
Doubt: the cutoff is far below the 930 eV that the study's wrapper takes by default for these files, so forces and energies are approximate.

Settings
functional: PBE
potential files: Ansatz PAW
basis: plane waves
wave-function cutoff: 580 eV
density cutoff ratio: 5
exchange-correlation grid ratio: 1
k mesh: 1 x 1 x 1, Gamma-centred
self-consistency stop: 5e-08 eV per atom in the density residual
occupations: fixed
spin: none
net charge: 0

Cell vectors (angstrom)
a 10.938 0 0
b 0 10.938 0
c 0 0 37.9425

Atoms and the computed forces on them: element, x, y, z (angstrom), force x, y, z (eV/angstrom)
Si 0 0 0.683 -0.0097 0.0302 0.0105
Si 5.469 0 0.683 -0.0023 0.0005 -0.0202
Si 2.7345 2.7345 0.683 -0.0208 -0.018 0.0069
Si 8.2035 2.7345 0.683 0.0151 0.0361 -0.0194
Si 0 5.469 0.683 0.0231 -0.0143 -0.0132
Si 5.469 5.469 0.683 0.0197 0.0099 -0.0015
Si 2.7345 8.2035 0.683 0.0307 0.0316 -0.006
Si 8.2035 8.2035 0.683 0.0023 0.0521 0.0046
Si 1.3673 1.3673 2.0503 -0.0516 0.0167 0.1549
Si 6.8362 1.3673 2.0503 -0.0418 -0.0759 -0.2416
Si 4.1018 4.1018 2.0503 -0.0613 0.0241 0.0491
Si 9.5708 4.1018 2.0503 -0.0217 -0.0563 -0.1466
Si 1.3673 6.8362 2.0503 -0.1137 0.0077 -0.2229
Si 6.8362 6.8362 2.0503 -0.0905 -0.0187 0.1214
Si 4.1018 9.5708 2.0503 0.0814 -0.027 -0.1102
Si 9.5708 9.5708 2.0503 -0.0103 -0.0353 0.1055
Si 2.7345 0 35.891 0.2672 0.422 0.0997
Si 8.2035 0 35.891 -0.1405 -0.0173 0.1539
Si 0 2.7345 35.891 0.0444 0.038 -0.2724
Si 5.469 2.7345 35.891 -0.1581 0.138 -0.033
Si 2.7345 5.469 35.891 0.0227 -0.1799 0.0748
Si 8.2035 5.469 35.891 -0.1145 0.0614 -0.2541
Si 0 8.2035 35.891 -0.0463 -0.1446 0.1371
Si 5.469 8.2035 35.891 0.3512 -0.2799 0.0676
Si 4.1018 1.3673 37.2583 -0.067 -0.0378 0.0672
Si 9.5708 1.3673 37.2583 0.058 -0.1091 -0.0354
Si 1.3673 4.1018 37.2583 -0.0442 0.0585 0.0175
Si 6.8362 4.1018 37.2583 -0.0072 -0.0071 -0.0187
Si 4.1018 6.8362 37.2583 0.0062 -0.0274 -0.0166
Si 9.5708 6.8362 37.2583 0.01 0.0178 0.0261
Si 1.3673 9.5708 37.2583 -0.0147 -0.0063 -0.0595
Si 6.8362 9.5708 37.2583 0.0176 -0.0004 0.038
Si -3.9463 -1.2942 31.7436 0.0079 0.0072 0.0021
Si 4.5939 0.8845 28.158 0.0131 -0.0074 0.0238
Si 2.5671 -0.0415 30.6948 -0.0027 0.0215 -0.0045
Si 8.2203 7.0705 25.1541 -0.0119 0.002 -0.0006
Si -1.4842 6.453 17.3794 0.0011 -0.0021 0.0032
Si 2.8791 7.2126 27.6036 0.0098 0.0005 -0.0016
Si 7.9127 11.7337 18.8924 -0.0012 0.0008 0.0034
Si 9.6197 12.3446 31.9825 -0.004 0.005 0.0118
Si -2.7266 0.3548 27.0086 -0.0124 0.0249 0.0135
Si 10.8725 2.7367 30.5068 0.0032 0.0021 0.0078
Si 9.225 3.689 29.1106 -0.0003 -0.0018 0.0097
Si 6.9971 7.1035 29.1915 -0.0157 -0.0163 0.0032
Si -0.4146 9.7684 29.2139 -0.0031 0.0138 0.016
Si 8.158 5.4041 30.3732 0.0059 0.0258 0.0082
Si 0.9097 6.1487 25.5327 0.0013 -0.0042 -0.0069
Si 9.7599 12.8211 24.8798 -0.0032 -0.0007 -0.0085
Si 7.5819 -0.7739 14.7362 -0.0048 0.0126 0.0094
Si 10.0078 4.7653 26.1117 -0.0003 0.0092 -0.011
Si 0.5284 7.5998 14.3309 0.0005 -0.0092 0.0073
Si 4.2144 1.2735 31.7488 -0.0213 -0.0085 0.0213
Si 6.6515 4.0212 31.5513 -0.0041 -0.0211 -0.0007
Si 8.6912 10.8191 30.4865 -0.0002 -0.01 0.0004
Si 0.3847 7.9465 30.6066 -0.01 0.0027 0.0013
Si 4.0561 6.9986 31.7936 -0.0032 0.0017 0.0016
Si 1.1445 6.1476 18.4419 0 0.0006 0.0015
Si 5.4663 -2.555 30.4606 -0.0031 0.0011 0.0096
Si 1.4376 4.2273 31.604 -0.0054 -0.0009 0.0017
Si 3.9128 -1.2076 29.2333 0.0123 -0.0021 -0.0188
Si -0.7053 4.6295 15.3974 -0.0014 -0.0014 0.0013
Si 5.6726 7.4018 26.6031 0.0012 -0.0018 -0.0017
Si 0.8939 11.8707 29.3419 0.0112 -0.022 0.0065
Si 9.6128 6.7649 31.754 -0.0049 -0.0055 -0.0071
Si -0.0034 0.0345 33.3358 0.0072 0.0052 0.0008
Si 5.559 -0.025 33.1726 0.0052 0.0024 0.0028
Si 2.8295 2.7977 33.0085 0.0061 -0.0029 0.0012
Si 8.0763 2.7655 33.1011 0.0053 0.0074 0.0078
Si 0.0306 5.4168 33.1321 0.0094 0.0088 0.0079
Si 5.4015 5.4601 33.0291 0.0081 0.0123 0.0125
Si 2.785 8.2311 33.3327 0.0032 0.002 0.0085
Si 8.2404 8.1662 33.1094 0.0049 0.0051 0.0033
Si 1.4543 1.4396 34.505 -0.0024 -0.0122 0.0042
Si 6.834 1.3837 34.5413 0.001 0.0038 -0.0025
Si 4.1073 4.1202 34.4926 -0.0001 0.0015 0.0007
Si 9.5396 4.0903 34.4919 -0.0089 -0.0155 -0.0047
Si 1.3586 6.8082 34.5472 -0.0018 -0.0035 -0.002
Si 6.8219 6.8086 34.4583 -0.0141 -0.0056 -0.0002
Si 4.1658 9.6101 34.5836 -0.0024 -0.0069 0.0001
Si 9.5425 9.5448 34.5593 -0.0026 -0.0014 0.0035
Si 2.735 -0.0221 3.4077 0.0008 0.0009 0.0011
Si 8.177 0.0007 3.4092 -0.0003 0.0038 0.0006
Si -0.0249 2.7382 3.4259 0.0016 0.0013 0.0007
Si 5.4614 2.71 3.4043 0.0025 0.0031 0.0012
Si 2.7218 5.4847 3.4059 0 0.0008 0.0005
Si 8.1944 5.4426 3.4112 0.0026 0.002 0.0001
Si -0.0124 8.1727 3.415 0.001 0.0019 0.0005
Si 5.4508 8.1998 3.432 0.0019 0.0008 0.0005
Si 4.1097 1.3348 4.7691 -0.0004 0.0012 0.0009
Si 9.5072 1.3792 4.7806 -0.0007 -0.0044 0
Si 1.3319 4.1502 4.7646 0.0012 -0.0008 0.0001
Si 6.8207 4.0709 4.7701 -0.0022 -0.0031 0.0001
Si 4.0446 6.8567 4.8034 -0.0009 -0.0026 0.0005
Si 9.5569 6.7959 4.7837 -0.0024 -0.0016 -0.0004
Si 1.3843 9.5212 4.7568 -0.0015 -0.0001 0.0009
Si 6.8236 9.5738 4.7921 -0.0001 0.0006 0.001
Si 2.5892 0.1358 8.7542 0.0001 0.0025 0.0026
Si 5.447 -0.0289 6.2026 0.0021 0.001 0.0005
Si 2.7221 2.7546 6.028 -0.0006 -0.0009 0.0004
Si 8.2792 -0.1582 8.7677 0.0006 0.0019 0.0044
Si -1.4216 4.1228 7.5685 0.0009 -0.0032 0.0003
Si 2.7169 5.3712 8.8877 0.0045 -0.0052 0.0034
Si 2.6873 8.1986 6.2587 0.0011 0.0009 -0.0001
Si 8.1911 8.1734 6.1139 0.0039 0.0032 0.0025
Si -0.9267 0.8563 10.0335 0.0013 -0.0018 -0.0116
Si 8.1386 2.7241 6.2194 0.0024 0.005 0.0005
Si -0.0252 2.627 8.7463 -0.0019 0.0005 -0.0008
Si 13.9304 6.3358 13.1394 0.0033 -0.0073 -0.0061
Si -2.8304 5.5749 8.8268 -0.0049 0.0038 0.004
Si 5.4239 5.4423 6.0756 0.0023 0.001 0.0032
Si 6.7285 6.8425 7.4193 0.0003 -0.0011 0.0069
Si 10.9111 10.8924 6.0111 0.0012 0.0045 0.0009
Si 1.4363 -2.7123 23.3884 0.0026 0.0032 -0.0003
Si 3.4642 4.2978 17.522 0.0014 0.0003 0
Si 1.6411 3.6265 10.047 -0.0019 0.0067 0.0045
Si 1.2988 1.3867 7.2679 0.0013 -0.0001 -0.0004
Si -1.968 7.315 10.2214 -0.0077 0.0062 -0.0002
Si 3.3691 1.911 10.1324 0.0015 -0.0009 -0.0053
Si -0.1081 10.6173 18.2814 0.0015 0.004 0.0051
Si 1.3064 6.8583 7.6996 -0.0021 -0.0001 -0.003
Si 6.7863 1.3203 7.6178 -0.0029 -0.0005 0.0005
Si 13.075 6.314 21.123 0 0.0007 0.0005
Si 3.3636 -0.1591 12.309 0.0005 0.0114 -0.0061
Si 3.5173 0.8743 15.2105 -0.0009 0.0009 0.0014
Si -0.0151 5.488 6.2247 -0.0008 0.0007 0.0015
Si 6.3814 10.3809 11.7514 0.0038 -0.0127 -0.015
Si 4.748 14.0389 22.5052 0.0001 0.0022 0
Si 6.6418 11.9283 16.0742 0.0061 -0.0026 0.0047
O -12.2509 37.7164 16.8889 0.0017 0.0004 0.004
O -5.4935 36.8735 21.3824 0.0007 0.0007 0.0019
O 12.9262 21.0114 11.698 0.0021 -0.0023 0.0047
O -8.4993 -12.9221 24.444 0 0.001 0.0034
O -1.1334 4.3299 27.6811 0.0012 -0.0016 0.005
O 5.4815 16.3189 10.7618 0.0031 -0.0033 -0.0017
O -19.0333 17.0655 28.8456 -0.0022 -0.0035 0.0008
O -10.6475 4.8696 18.9983 0.0008 0.0007 0.0022
O 4.4654 15.4695 16.2592 0.0002 0.0008 0.0023
O -2.301 -36.4131 23.603 0.0061 0.0011 -0.0008
O 4.7669 -0.9016 11.8494 -0.0006 0.0034 0.0063
O 17.8901 19.6148 15.028 -0.0005 0.0008 -0.0005
O -30.7824 5.0384 12.8935 0.0014 0.0027 0.0023
O 31.1342 -10.8551 18.2927 0.0029 -0.001 0.0002
O 43.8092 -4.8967 14.9172 0.0019 0.0133 -0.0023
O -14.8984 22.1124 25.9016 0.0118 -0.0016 0.0115
O -12.9154 -2.7704 26.1535 0.0044 0.0103 0.0115
O 22.8852 -16.7208 21.4898 0.0004 0.0004 0.0026
O -32.5537 47.0525 15.4539 0.0031 -0.0027 0.003
O 29.3443 -7.3939 11.2103 0.0025 -0.0049 0.0055
O 16.7253 19.9469 26.9558 0.0022 0.0144 0.0019
O 18.7955 24.2906 21.5738 0.0004 0.0005 0.0037
O 17.2456 -4.4387 27.8154 0.0027 -0.005 0.0023
O -24.3218 17.5059 18.6891 0.0001 0.0022 0.0032
Si -14.286 -7.6678 14.5144 0.0012 0.0028 0.0027
Si 7.6729 -5.259 19.7851 0.0003 -0.0013 -0.0002
Si -5.6408 2.6995 8.9187 0.0065 0.0007 0.0059
Si -16.1568 23.9744 30.0386 0.0184 0.0212 -0.0043
Si 4.0665 4.0764 7.4304 -0.0065 0.0064 -0.0039
Si -6.0643 15.9605 20.1929 0.0026 0.0003 0.0006
Si -3.304 -3.7392 15.0076 -0.0024 -0.0062 0.0023
Si -1.2794 9.4941 7.42 -0.001 -0.0072 -0.0041
Si 9.5245 28.4683 12.4134 -0.0141 -0.0027 -0.0228
Si -3.605 12.6377 22.9275 -0.0012 0.0007 -0.0008
Si 13.5479 -7.2733 24.5611 0.0041 0.0003 -0.0044
Si -20.5611 20.4521 32.0871 -0.0007 -0.0078 0.0105
Si 18.7988 1.605 29.0474 0.0036 -0.0228 -0.0206
Si 0.8044 4.2059 12.1772 0.0058 -0.0031 -0.0071
Si -8.5322 23.1949 17.8922 0.0014 0.0019 0.0001
Si 8.934 9.0949 27.5538 -0.0061 -0.0282 -0.0029
Si 15.2229 -15.4191 10.3105 0.0043 0.0011 -0.0037
Si -7.9701 -0.5131 24.8577 0.0013 -0.0012 -0.002
Si 16.4783 10.5573 26.3915 -0.0092 -0.0129 0.0027
Si 8.5776 35.5746 20.1603 -0.0018 0.002 -0.0009
Si 16.2468 27.04 15.0178 -0.0011 0.0001 0.0011
Si 18.7199 -11.6746 21.443 0.001 0.0008 0.0004
Si -11.0647 -0.9508 15.2553 0.0103 0.0089 0.0029
Si 13.1861 17.181 30.421 0.007 0.0047 0.0042
Si 8.5455 18.3886 21.985 -0.0002 0.0007 -0.0014
Si 11.879 13.0867 14.4775 0.0023 0.0066 -0.002
Si -14.0912 -8.8935 11.7695 0.0051 0.0053 -0.004
Si 10.8964 8.2916 9.1155 -0.007 -0.0006 0.0035
Si 1.2989 12.3198 23.1846 0.0019 -0.0012 -0.0021
Si -8.2764 12.4121 26.9713 0.006 -0.0109 -0.0117
Si -6.8751 20.5207 7.6281 0.0004 -0.0023 0.002
Si 18.2225 9.0559 10.0559 0.0114 -0.0129 0.0038
Si 21.5524 -1.554 21.158 0.0004 -0.0005 0.0018
Si 6.5584 4.3159 10.0622 -0.0011 0.0035 -0.0064
Si -10.407 4.0353 20.3653 0.0024 0.0018 0.0001
Si -9.9029 10.1765 10.2705 -0.0029 0.0007 -0.0074
Si -8.3891 12.7197 20.6855 0.0003 0.0018 0.001
Si 5.4176 -13.7578 8.9523 0.0002 -0.0022 -0.0008
O 6.1675 -6.9173 14.2257 -0.0037 0.0016 0.0004
O 40.9231 30.0928 28.6856 0.023 0.0187 -0.0083
O -8.3583 -10.4116 23.691 0.002 0.0007 0.0046
O 4.5833 32.285 25.0645 0.0009 0.002 0.0018
O 0.8073 -9.9023 18.1528 0.0001 -0.0007 0.002
O 24.8218 -32.4647 16.6739 0 -0.0001 0.0013
O 24.177 -3.5965 22.3458 0.0006 0.0006 0.0026
O -30.6745 29.335 13.9917 -0.0052 0.0058 0.0023
O 0.5285 7.2029 24.3044 -0.0016 -0.0024 0.0074
O -29.01 2.0638 21.6681 -0.0001 0.0002 0.0024
O -18.3504 17.8875 11.7072 -0.0026 0.0031 -0.0006
O -6.9755 3.9154 23.682 -0.0003 0.0007 0.0032
O -12.6022 1.5069 11.3815 -0.0056 0.0049 0.0144
O 18.8588 36.9117 19.4864 -0.0003 0.0014 0.0032
O 11.634 20.3071 22.4556 0 0.0027 0.0026
O 8.277 6.7498 13.5355 0.0046 -0.0006 0.0056
O -27.7173 12.1497 15.5078 -0.0006 0.0012 -0.0013
O 5.8816 24.1626 23.3176 0.0015 0.0001 0.0025
O 32.5288 -3.2401 12.8963 0.0084 0.0042 0.0092
O 12.3248 12.6862 27.9587 -0.0084 0.0084 -0.0068
O 3.6416 38.6055 20.8807 -0.0011 0.001 0.0016
O -8.5464 5.5556 17.5506 0.0002 0.0012 0.0026
O 13.0286 16.0618 25.033 -0.0016 0.0004 0.0051
O 22.3046 -10.3579 14.7415 -0.0041 -0.0131 0.0058
O 20.1522 10.0881 14.8888 -0.0017 -0.0002 -0.0003
O 21.9106 7.0434 17.6478 0.0009 0.002 0.0018
O -26.0511 11.7308 17.7063 -0.0025 0.0008 -0.0025
O -11.5422 16.0565 12.2368 -0.0029 0.0058 0.0083
O 0.2554 31.6277 19.6541 0.0007 0.001 0.0003
O 8.1516 16.9642 21.3137 0.0008 0.0015 0.0031
O 30.5391 5.5535 25.5819 0.0041 -0.0023 0.0051
O -4.8617 16.948 19.698 -0.0013 0.0013 0.0024
O -0.9794 29.7515 21.2519 0.0019 0.0008 0.0015
O -2.137 18.2416 16.1545 0.0018 0.0034 -0.0029
O -6.6428 27.7766 13.9972 0.0028 0.0001 0.0041
O 12.4156 17.9882 26.7872 -0.0012 0.0056 0.0077
O -1.417 22.8823 26.2375 0.0035 0.0007 0.0027
O -21.9907 22.9406 23.9323 -0.0002 0.0001 0.0043
O 1.6938 17.9647 19.7081 0.0002 0.0017 0.0022
O 14.3145 -0.1913 13.9599 0.0002 0.0007 0.0037
O 13.6333 -19.0165 17.4248 0.0001 0.0009 0.0033
O -28.4487 -6.726 18.8784 -0.0002 0.0015 0.0021
O 11.0695 -12.0644 16.8744 -0.0017 0.0013 -0.0052
O 9.4125 -11.4275 21.4656 -0.0003 0.0019 0.0017
O -3.7546 -11.5158 13.163 0.0041 0.0022 0.0065
O 28.4767 -20.8526 11.2452 -0.0054 0.0025 0.0046
O 24.1332 54.7412 26.2151 -0.0068 0.0092 0.0053
O 1.5701 46.7122 23.5114 0.0001 0.0014 0.0036
O 10.1447 -29.6903 20.6092 0.0014 -0.0003 0.0032
O 15.0429 -14.9224 26.5307 -0.0088 0 0.002
O -3.4688 2.4085 15.8938 0.0008 -0.0019 0.001
O -7.4652 23.2555 11.7272 0 -0.0047 0.0055
O 29.0441 11.029 22.6962 0.0004 0.0009 0.0027
O -0.6644 -7.5569 25.2665 -0.0002 0.0029 0.0072
O 3.0341 30.6066 28.2011 -0.011 0.0026 0.0026
O -10.3115 -8.1843 12.9742 -0.0008 -0.0028 0.0039
O 12.8125 -51.5382 20.1292 0.0009 0.0005 0.0025
O 2.5711 -30.6753 14.7348 0.0003 -0.0014 0.0015
O 1.3286 44.8516 21.5656 -0.0001 0.0014 0.0023
O -35.9543 2.1365 13.3807 0.0022 -0.0043 0.0005
O 8.35 12.9953 24.121 0.0032 0.0018 0.0055
O -4.3622 -14.7341 25.2657 0.0001 0.0011 0.001
O -36.3056 -2.3234 21.6139 -0.0003 0.0012 0.0022
O 24.9582 -31.8387 19.3606 0.0002 -0.0001 0.0021
O 13.7688 13.647 25.8862 -0.0047 0.002 0.0029
O 7.2129 10.7581 20.0239 0.0011 0.0006 0.0035
O 30.7642 4.2548 14.5267 -0.0009 0.0026 -0.0018
O -4.4851 -4.73 15.539 0.0038 0.003 -0.0001

Results
free energy: -157844.418 eV
free energy less fixed offsets of O -568.88, Si -635.61 eV per atom: 3.802 eV

The program warned: the cutoff lies below the one the program advises for these potential files; the exchange-correlation potential is rough where the density is thin.
